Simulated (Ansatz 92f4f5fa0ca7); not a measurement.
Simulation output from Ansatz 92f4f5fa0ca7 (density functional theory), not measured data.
Periodic cell of 360 atoms, Si240O120, from a study of silicon, its oxide and their interface. The atomic structure is a simulated model.
Doubt: the cutoff is far below the 930 eV that the study's wrapper takes by default for these files, so forces and energies are approximate.
This geometry differs little from another in the collection (a relaxation step or a small displacement).

Settings
functional: PBE
potential files: Ansatz PAW
basis: plane waves
wave-function cutoff: 580 eV
density cutoff ratio: 5
exchange-correlation grid ratio: 1
k mesh: 1 x 1 x 1, Gamma-centred
self-consistency stop: 5e-08 eV per atom in the density residual
occupations: fixed
spin: none
net charge: 0

Cell vectors (angstrom)
a 11.6015 0 0
b 0 13.3963 0
c 0 0 41.5087

Atoms: element, x, y, z (angstrom)
Si 0 2.2327 1.1851
Si 3.8672 2.2327 1.1851
Si 7.7343 2.2327 1.1851
Si 1.9336 5.5818 1.1851
Si 5.8008 5.5818 1.1851
Si 9.6679 5.5818 1.1851
Si 0 8.9308 1.1851
Si 3.8672 8.9308 1.1851
Si 7.7343 8.9308 1.1851
Si 1.9336 12.2799 1.1851
Si 5.8008 12.2799 1.1851
Si 9.6679 12.2799 1.1851
Si 1.9336 1.1164 1.9745
Si 5.8008 1.1164 1.9745
Si 9.6679 1.1164 1.9745
Si 0 4.4654 1.9745
Si 3.8672 4.4654 1.9745
Si 7.7343 4.4654 1.9745
Si 1.9336 7.8145 1.9745
Si 5.8008 7.8145 1.9745
Si 9.6679 7.8145 1.9745
Si 0 11.1635 1.9745
Si 3.8672 11.1635 1.9745
Si 7.7343 11.1635 1.9745
Si 1.9336 1.1164 4.3426
Si 5.8008 1.1164 4.3426
Si 9.6679 1.1164 4.3426
Si 0 4.4654 4.3426
Si 3.8672 4.4654 4.3426
Si 7.7343 4.4654 4.3426
Si 1.9336 7.8145 4.3426
Si 5.8008 7.8145 4.3426
Si 9.6679 7.8145 4.3426
Si 0 11.1635 4.3426
Si 3.8672 11.1635 4.3426
Si 7.7343 11.1635 4.3426
Si 0 0 37.1681
Si 3.8672 0 37.1681
Si 7.7343 0 37.1681
Si 1.9336 3.3491 37.1681
Si 5.8008 3.3491 37.1681
Si 9.6679 3.3491 37.1681
Si 0 6.6981 37.1681
Si 3.8672 6.6981 37.1681
Si 7.7343 6.6981 37.1681
Si 1.9336 10.0472 37.1681
Si 5.8008 10.0472 37.1681
Si 9.6679 10.0472 37.1681
Si 0 0 39.5363
Si 3.8672 0 39.5363
Si 7.7343 0 39.5363
Si 1.9336 3.3491 39.5363
Si 5.8008 3.3491 39.5363
Si 9.6679 3.3491 39.5363
Si 0 6.6981 39.5363
Si 3.8672 6.6981 39.5363
Si 7.7343 6.6981 39.5363
Si 1.9336 10.0472 39.5363
Si 5.8008 10.0472 39.5363
Si 9.6679 10.0472 39.5363
Si 0 2.2327 40.3256
Si 3.8672 2.2327 40.3256
Si 7.7343 2.2327 40.3256
Si 1.9336 5.5818 40.3256
Si 5.8008 5.5818 40.3256
Si 9.6679 5.5818 40.3256
Si 0 8.9308 40.3256
Si 3.8672 8.9308 40.3256
Si 7.7343 8.9308 40.3256
Si 1.9336 12.2799 40.3256
Si 5.8008 12.2799 40.3256
Si 9.6679 12.2799 40.3256
Si -0.2931 -0.5932 29.3956
Si 3.9908 -0.0742 30.1469
Si 7.5935 -0.246 30.1395
Si 2.1118 3.268 29.9479
Si 5.991 2.7817 29.7378
Si 9.8615 2.1012 29.4954
Si 0.5613 6.4035 29.9985
Si 4.5464 6.3298 31.1672
Si 10.3361 5.1113 30.7718
Si 2.1272 9.4863 29.9647
Si 5.9018 9.9086 30.0456
Si 9.8006 8.5475 29.5621
Si -0.0812 2.9918 30.8391
Si 3.9942 2.1724 30.8235
Si 7.882 1.9674 30.8202
Si 2.4172 5.3723 30.9226
Si 5.9009 5.8799 29.4134
Si 8.9518 6.3513 29.1911
Si 0.1734 8.5304 30.8063
Si 4.1273 8.6511 30.9937
Si 8.0747 9.5338 30.8877
Si 2.0605 12.5285 31.0814
Si 5.7233 12.0747 30.9782
Si 9.1491 11.6404 30.9924
Si -0.0151 2.2979 33.1494
Si 3.9164 2.225 33.2059
Si 7.7704 2.2194 33.1649
Si 1.909 5.4899 33.25
Si 5.6479 5.6833 33.2107
Si 9.7079 5.5702 33.0664
Si 0.0729 8.8527 33.1643
Si 3.9098 8.9758 33.3063
Si 7.8099 8.9447 33.1964
Si 1.9216 12.3377 33.3835
Si 5.8178 12.2198 33.318
Si 9.6292 12.2314 33.2376
Si 1.9271 1.1984 34.0076
Si 5.8414 1.0961 33.9899
Si 9.6952 1.1072 33.9658
Si -0.0568 4.4649 34.0607
Si 3.848 4.4371 34.0846
Si 7.6954 4.5101 33.8245
Si 1.9926 7.7591 34.0033
Si 5.8516 7.8692 34.0579
Si 9.7186 7.7772 33.9527
Si -0.0122 11.1142 33.977
Si 3.8532 11.1918 34.0977
Si 7.7461 11.1234 34.114
Si 1.9286 1.1378 36.3779
Si 5.8058 1.1163 36.3679
Si 9.6771 1.1148 36.3544
Si -0.002 4.4682 36.4088
Si 3.8643 4.4523 36.4218
Si 7.7247 4.4776 36.2822
Si 1.9362 7.8055 36.373
Si 5.8173 7.8239 36.4056
Si 9.6714 7.8034 36.348
Si -0.0044 11.1512 36.3573
Si 3.8673 11.1615 36.4302
Si 7.7314 11.1592 36.4405
Si -0.0065 0.0129 5.1109
Si 3.8774 0.0025 5.1204
Si 7.7278 0.0008 5.1253
Si 1.9333 3.3546 5.1586
Si 5.812 3.3458 5.0745
Si 9.6709 3.3583 5.1211
Si -0.008 6.7001 5.1483
Si 3.8658 6.6956 5.1389
Si 7.7275 6.6962 5.1548
Si 1.9313 10.0345 5.1153
Si 5.7971 10.0437 5.1508
Si 9.669 10.0498 5.1089
Si -0.0107 0.0536 7.4631
Si 3.8974 0.005 7.4774
Si 7.7096 0.0088 7.4878
Si 1.9564 3.38 7.5443
Si 5.8336 3.3548 7.4021
Si 9.6833 3.3755 7.4832
Si -0.0487 6.705 7.5287
Si 3.8211 6.6781 7.5119
Si 7.6932 6.7001 7.5411
Si 1.9256 10.0065 7.4729
Si 5.793 10.0422 7.5344
Si 9.6694 10.0735 7.4614
Si 0.0063 2.2831 8.3086
Si 3.9286 2.2463 8.2365
Si 7.763 2.2528 8.243
Si 1.8798 5.6168 8.357
Si 5.7488 5.5418 8.2885
Si 9.6182 5.5885 8.3432
Si -0.0332 8.9476 8.2939
Si 3.8515 8.8913 8.31
Si 7.7603 8.9532 8.2852
Si 1.927 12.2765 8.1002
Si 5.8019 12.2666 8.344
Si 9.6603 12.3156 8.225
Si -1.8866 1.0213 11.4345
Si 4.4252 2.6399 10.5046
Si 11.4244 2.3331 10.6704
Si 1.8456 5.9765 10.7296
Si 5.7131 4.6588 10.4773
Si 11.0709 4.3734 11.7766
Si -0.2104 9.1073 10.662
Si 3.5827 8.9402 10.6611
Si 7.8247 9.0061 10.6509
Si 1.9087 12.2739 10.3988
Si 5.7401 12.2305 10.738
Si 9.5847 12.2879 10.5703
Si 1.8084 1.752 11.6808
Si 5.9699 1.0871 11.3612
Si 7.8976 2.155 10.6041
Si -2.1208 5.68 10.7294
Si 4.6234 5.5338 12.29
Si 7.7193 4.3022 11.5028
Si 1.5962 8.1019 11.5729
Si 5.2472 8.3498 12.1483
Si 9.6069 7.8736 11.5824
Si -0.0455 11.3418 11.2919
Si 3.6782 11.1392 11.2943
Si 7.7478 11.1736 11.4944
O 4.3611 4.536 13.5612
O 5.535 9.5532 13.2414
O 9.7396 1.1712 13.0838
O 9.6071 7.7937 13.255
O 1.5743 1.5002 13.2903
O 6.1662 1.1507 13.0194
O 1.4958 8.0262 13.2424
O 0.2041 11.5503 12.908
O 3.359 11.0213 12.955
O -0.8282 4.4025 13.3979
O 7.3777 4.3526 13.1405
O 8.1117 11.1826 13.1213
O 5.8821 1.9067 28.3438
O 2.2971 9.5088 28.3397
O 7.5191 -0.2003 28.4601
O 12.0743 6.4252 28.3088
O 8.9131 5.9759 27.5901
O -1.3657 13.9568 29.0094
O 10.1964 9.2632 28.1106
O 5.1436 6.4878 28.0934
O 5.7482 9.8093 28.3865
O 9.6509 2.8983 28.0547
O 2.1617 3.2015 28.2862
O 3.998 -0.5226 28.5389
Si 10.9433 10.7545 19.0669
Si 4.6425 10.7532 13.933
Si 9.5488 9.895 26.7506
Si 3.6862 9.1272 16.3292
Si 2.5083 1.6317 14.6234
Si 8.319 5.509 26.1299
Si 12.3639 6.6324 26.7128
Si 2.4721 13.8347 17.329
Si 10.5989 6.6755 19.6902
Si 11.7383 1.3697 25.1945
Si 5.4319 0.3429 14.223
Si 2.022 9.4882 26.7427
Si 10.4963 4.0347 14.9665
Si 6.78 0.8648 27.458
Si 2.3169 5.7052 22.4691
Si 9.1594 2.5915 26.5123
Si 10.178 1.0813 14.649
Si 11.7617 4.0599 20.7263
Si 8.7729 7.7116 14.6745
Si 1.7866 9.783 20.9596
Si 1.485 11.0038 16.8921
Si 7.156 0.1925 19.2002
Si 11.4456 11.6533 14.4766
Si 5.7603 7.6134 18.2831
Si 7.6716 -0.0772 16.104
Si 11.7202 11.9248 26.5423
Si 11.1037 6.6233 16.4931
Si 4.2205 10.8144 25.3409
Si 5.3943 4.7469 16.9409
Si 1.8883 1.9906 19.7629
Si 7.1522 11.13 20.9275
Si 3.9126 7.742 20.8957
Si 5.5731 6.613 26.5212
Si 4.1363 13.3075 26.9737
Si 2.5142 2.6562 26.7816
Si 4.3596 10.3528 22.2315
Si -0.0075 1.4781 22.0352
Si 9.4248 12.9262 20.8419
Si 10.0665 7.446 24.8633
Si 8.528 10.7057 14.6251
Si 6.3994 9.6215 26.8971
Si 8.444 8.7424 19.3749
Si 4.6787 15.4508 18.6124
Si 3.2991 4.6474 14.8021
Si 3.1551 5.1368 25.365
Si 1.8806 7.3136 14.6632
Si 0.245 7.861 22.3617
Si 7.5715 4.8969 14.6723
O 10.5054 0.2796 21.7952
O 8.83 0.8779 15.5148
O 1.3146 4.716 21.6702
O 2.4557 12.2149 17.3946
O 5.8963 6.0654 17.765
O 1.803 5.5199 26.1811
O 10.6631 5.1037 20.135
O 6.7096 12.07 19.6533
O 2.636 3.1937 15.019
O 0.9956 3.3432 19.5134
O 7.7142 0.0648 17.6994
O 4.8194 8.5117 17.3044
O 3.2597 1.2376 26.7928
O 4.2848 6.2931 25.5872
O 0.0109 11.0251 17.6054
O 3.9262 0.9024 14.3311
O 4.0818 10.8511 23.7398
O 3.562 12.1631 25.9758
O -0.3533 5.0479 16.0172
O 3.0217 10.8105 21.3556
O 9.8675 8.9341 25.4834
O 5.2149 3.4496 17.9347
O 6.6944 5.484 26.1826
O 7.638 6.5375 14.605
O 6.4258 4.41 15.7206
O 10.9493 2.9198 21.5791
O 9.7555 9.6209 18.864
O 8.6921 6.5661 24.9296
O 10.8944 2.4625 15.1741
O 5.9427 1.2795 19.3066
O 5.063 7.5679 19.7617
O 10.5375 7.7038 23.3177
O 11.1355 6.7774 18.1328
O 0.722 7.4588 15.8013
O 8.0648 9.1644 14.9419
O 11.5083 7.469 20.8015
O 1.0914 10.6868 26.1655
O 8.4235 -1.5029 21.6674
O 3.5021 2.3335 19.7417
O 0.6645 10.3783 19.9559
O 3.4321 9.5233 25.9444
O 6.2446 0.5385 15.6073
O 5.7687 10.6526 25.81
O 7.8583 11.744 15.6919
O 1.5373 0.9734 18.545
O 8.8543 4.0162 25.7901
O 9.7382 7.3151 15.9285
O 2.5572 8.4735 20.3024
O 10.1494 10.7173 14.7894
O 11.1402 13.1959 14.8907
O 3.9659 5.0889 16.2247
O 1.3195 8.0998 26.3699
O 3.5118 6.2724 21.4966
O 11.9879 1.5091 23.6006
O 10.2304 15.1926 25.601
O 12.514 9.3573 22.2975
O 2.1605 5.7324 14.3998
O 2.9451 4.9469 23.7602
O 11.0543 6.5038 25.7614
O 10.2422 12.0838 19.6944
O 1.3841 1.2918 21.1651
O 5.4842 12.1407 13.8973
O 7.6836 9.6306 20.5245
O 7.2457 8.3268 18.3236
O 10.1745 11.3809 26.4725
O 3.9845 14.4515 17.503
O 8.4303 0.636 20.1398
O 1.1231 2.4077 25.9708
O 2.3815 9.661 17.1658
O 5.6937 0.1159 26.5167
O 13.0073 6.9316 23.0236
O 6.1916 8.1059 26.3181
O 9.0881 7.2997 19.8373
O 5.7953 11.0027 21.8142
O 1.1437 11.1237 15.3001
O 3.2289 8.0028 15.2511
O 7.8319 1.6534 26.5218
O 8.918 4.2315 15.2781
O 0.3573 -0.2059 25.5627
O 3.5299 3.6848 26.01
O 4.2991 10.3877 15.4746
O 7.9616 10.0133 26.9962
O 1.8466 0.895 15.9031
O 4.4809 8.7173 22.0949
O -4.2247 6.5575 29.696
O 6.5474 21.4824 11.1982
O 12.3493 13.3929 30.51
O 13.5834 24.4323 30.4267
O 1.0018 4.9139 11.6332
O 5.021 6.9676 12.9945
O 14.9502 5.8014 11.3218
O 10.5248 -1.8734 30.0373
O 17.7962 -9.097 29.1718
O 2.3317 -13.013 10.9655
O 12.1144 12.3736 28.063
O 3.0466 16.2026 11.44

Results
free energy: -220814.316 eV
free energy less fixed offsets of O -568.88, Si -635.61 eV per atom: -2.316 eV

Forces (eV/angstrom), in the order of the atoms: element, x, y, z
Si -0.0269 -0.0052 0.0256
Si 0.0278 0.0074 -0.0012
Si -0.006 -0.005 -0.0158
Si 0.0037 0.0168 -0.0223
Si 0.0097 -0.0078 0.0158
Si -0.0122 -0.0147 -0.0174
Si 0.0106 -0.0014 0.015
Si -0.0183 -0.0013 0.0104
Si 0.0131 -0.0131 0.0037
Si -0.002 -0.0056 0.0164
Si -0.0016 0.0433 -0.0083
Si 0.0101 0.0031 0.0266
Si 0.0203 0.0236 -0.0254
Si 0.0128 -0.0348 0.0158
Si -0.042 0.0247 -0.0017
Si 0.0277 0.0196 -0.0047
Si -0.0396 -0.0036 -0.0022
Si 0.0505 0.0384 0.0094
Si -0.0212 -0.0494 0.0135
Si -0.0044 -0.0016 -0.0048
Si -0.0198 -0.0216 -0.0019
Si 0.0157 0.0072 -0.0087
Si 0.0102 -0.0308 -0.0113
Si -0.0367 -0.0208 -0.0185
Si 0.0571 0.1109 0.0667
Si 0.0361 -0.0769 -0.2898
Si -0.1036 0.0701 -0.07
Si 0.064 0.0598 0.0269
Si -0.073 0.0164 -0.0239
Si 0.1061 0.1261 -0.1666
Si -0.0366 -0.1342 -0.0328
Si -0.0044 -0.0132 0.1049
Si -0.0807 -0.0778 0.051
Si 0.0212 0.0452 -0.0374
Si 0.0308 -0.0196 0.0333
Si -0.1011 0.0005 0.017
Si 0.0103 -0.0528 -0.1863
Si -0.0217 0.1378 -0.0398
Si 0.0772 0.1218 -0.0018
Si -0.0668 0.0204 0.2954
Si 0.2238 0.0105 -0.1344
Si -0.2269 0.0357 -0.2716
Si -0.0289 0.0698 0.0464
Si 0.0604 0.0251 -0.0015
Si 0.1241 -0.1443 -0.1279
Si -0.1057 -0.1102 0.0203
Si -0.029 -0.0279 0.3916
Si 0.106 -0.1806 0.0233
Si 0.0065 -0.017 0.0138
Si 0.0003 0.0731 0.0116
Si 0.0215 0.06 0.008
Si -0.0214 0.0179 -0.016
Si 0.0881 0.0095 0.0074
Si -0.1042 0.0074 0.0157
Si -0.0043 0.0308 -0.0077
Si 0.0127 0.0167 0.0047
Si 0.0539 -0.0523 0.0012
Si -0.0428 -0.0252 0.0117
Si -0.0187 0.0067 -0.0147
Si 0.043 -0.0629 0.003
Si 0.027 0.0107 -0.0366
Si -0.0234 -0.0098 -0.0077
Si 0.0039 0.0075 0.0355
Si -0.0062 -0.022 0.0039
Si -0.0114 0.0055 -0.0129
Si 0.0122 0.0176 0.0065
Si -0.0087 0.0014 0.0287
Si 0.018 0.0033 0.0098
Si -0.0125 0.0216 -0.0094
Si 0.0064 0.0026 -0.0216
Si -0.0023 -0.0453 -0.0131
Si -0.0121 -0.0039 -0.0309
Si -0.0028 0.0016 -0.0072
Si 0.0046 0.0069 -0.007
Si -0.0316 -0.0089 -0.0054
Si 0.0148 0.0023 0.0105
Si -0.0226 0.0062 -0.0404
Si 0.0058 -0.0262 -0.0344
Si 0.0241 0.0298 0.0162
Si 0.0056 -0.0081 0.022
Si -0.0022 0.0287 0.0014
Si -0.0128 0.0158 -0.0403
Si 0.0019 -0.0088 0.0063
Si 0.0338 0.0188 0.0145
Si -0.0146 0.0227 0.009
Si -0.0043 -0.0026 0.0184
Si 0.0165 0.0034 0.0299
Si 0.0022 0.0063 0.0104
Si -0.0002 -0.0009 -0.0152
Si -0.0246 -0.0352 -0.0147
Si -0.0147 -0.0289 0.0078
Si 0.0125 -0.0017 0.0207
Si -0.0156 0.0193 0.017
Si -0.0062 -0.0381 -0.0032
Si 0.0124 0.0127 0.0016
Si 0.0106 -0.0098 0.0202
Si 0.0016 -0.0039 0.0102
Si -0.0001 -0.0005 -0.0029
Si -0.0062 -0.0042 0.0053
Si -0.0146 -0.0111 0.0054
Si 0.0006 0.0058 -0.0072
Si 0.011 0.011 0.0051
Si -0.0073 -0.0012 -0.0101
Si -0.0037 0.0097 0.0026
Si 0.003 -0.0008 0.0084
Si 0.0029 0.0033 -0.003
Si 0.0005 -0.0011 0.0034
Si -0.0071 0.003 0.0079
Si 0.0034 0.0052 0.0022
Si 0.0016 -0.0038 -0.0062
Si 0.003 -0.0034 -0.0088
Si 0.0188 0.0106 -0.01
Si -0.0127 -0.0002 -0.0068
Si -0.009 0.0007 -0.0058
Si 0.0042 0.0008 -0.0121
Si -0.0066 0.0018 -0.0069
Si 0.0053 0.0021 0.0016
Si 0.0007 -0.0035 -0.001
Si 0.0069 -0.007 -0.0016
Si -0.0054 0.0021 -0.0084
Si -0.0051 0.0024 0.0032
Si -0.0008 0.0005 0.0014
Si 0.0025 -0.0005 0.0023
Si -0.0035 -0.0056 0.0039
Si -0.0012 0.0016 0.0089
Si -0.0026 0.0027 0.0063
Si 0.0029 0.0007 0.0027
Si 0.0029 0.0002 0.0028
Si -0.0038 -0.0027 -0.0034
Si 0.0004 0.0042 0.0061
Si -0.005 0.0024 0.0016
Si -0.0004 -0.0044 0.0023
Si 0.0007 0.0037 0.0023
Si -0.0014 0.0008 -0.0005
Si -0.0012 0.0027 -0.0031
Si 0.0053 0.0016 -0.0032
Si -0.0043 0.0004 -0.0042
Si 0.0032 0.0014 0.0018
Si -0.0017 0.0005 -0.0032
Si -0.0049 -0.0001 0.0033
Si -0.0009 0.0035 0.0001
Si -0.0019 0.0034 -0.0015
Si -0.0019 0.0007 0.0012
Si -0.0006 0.0011 -0.0015
Si -0.0035 -0.0109 0.0168
Si -0.0019 -0.0019 0.009
Si -0.0002 -0.0081 0.0155
Si 0.0038 0.0062 0.0071
Si 0.001 0.0029 0.0016
Si -0.0132 -0.0016 0.0146
Si -0.0066 0.0007 0.0105
Si 0.0076 -0.0015 0.0016
Si 0.0056 -0.0054 0.0035
Si -0.0008 -0.008 0.0178
Si 0.0074 0.0019 0.0096
Si -0.003 -0.0037 0.0099
Si -0.0003 0.0003 -0.0048
Si -0.0016 -0.0123 -0.0096
Si 0.0086 0.0015 0.0076
Si -0.0016 0.0016 -0.0128
Si -0.0064 -0.0029 0.0139
Si -0.0003 0.0001 -0.0088
Si 0.0078 0.0049 0.0023
Si -0.0116 -0.005 0.0001
Si 0.0004 0.0065 -0.0053
Si -0.0009 0.0037 -0.0102
Si 0.0045 0.0021 -0.0124
Si 0.0021 0.0038 0.0015
Si -0.0218 -0.0043 -0.0149
Si 0.0043 0.0154 0.0025
Si -0.0107 -0.0037 -0.006
Si 0.0374 -0.016 -0.0023
Si 0.0017 0.015 0.0009
Si -0.0103 0.0268 0.0145
Si 0.0103 0.0106 -0.015
Si 0.0075 0.0177 -0.0274
Si -0.0342 -0.0268 0.0024
Si 0.0291 0.0423 0.0088
Si 0.0066 0.001 -0.016
Si 0.0228 -0.0047 -0.0034
Si 0.038 -0.0689 0.0289
Si -0.0032 -0.0026 0.003
Si 0.0423 -0.0124 -0.0156
Si 0.0174 -0.0105 0.0016
Si 0.0293 -0.0258 -0.0113
Si -0.0221 0.0043 -0.0137
Si -0.0299 0.0133 0.0062
Si 0.0109 -0.0137 0.0071
Si -0.015 -0.0025 -0.0026
Si -0.0323 0.0013 0.0194
Si -0.0199 -0.0007 -0.0185
Si 0.0076 0.0071 -0.0042
O -0.0046 0.0011 0.0088
O -0.0024 0.0109 -0.0005
O 0.0001 -0.0028 0.0445
O -0.0041 -0.0014 0.0126
O 0.0254 0.0046 -0.015
O -0.0043 -0.0044 0.0016
O 0.0032 -0.0086 0.0166
O -0.0035 -0.0084 0.0047
O -0.0087 0.0036 0.0328
O 0.0031 0.0025 -0.0114
O 0.0088 0.0116 0.0245
O 0.0064 -0.001 0.0153
O 0.0011 0.0035 0.0158
O -0.0101 0.0013 -0.0102
O 0.0018 0.0068 -0.0028
O -0.0137 -0.0063 0.0043
O 0.0036 0.0027 0.0229
O -0.0102 0.0137 0.0098
O -0.0063 -0.001 0.0021
O 0.0138 -0.0064 0.0097
O -0.0011 -0.0007 0.0033
O -0.0015 -0.0033 0.0121
O 0 -0.0012 -0.0056
O 0.0007 -0.0041 0.0042
Si -0.0026 -0.0005 0.013
Si 0.0134 -0.006 0.0061
Si -0.0099 0.0043 -0.0075
Si 0.0093 0.0039 -0.0032
Si -0.0008 0.0253 -0.0129
Si 0.0028 -0.008 -0.0103
Si 0.0068 0.0101 -0.0222
Si -0.0002 0.0048 0.0121
Si -0.0062 -0.0058 0.0128
Si 0.0036 -0.004 -0.016
Si -0.0023 -0.0064 0.0066
Si -0.0114 -0.0212 0.0145
Si -0.0055 -0.0069 0.0035
Si 0.0084 0 -0.0051
Si -0.0016 -0.0045 -0.0151
Si -0.0071 -0.0054 -0.0034
Si -0.017 -0.0183 -0.0031
Si -0.0037 0.0001 -0.0014
Si -0.0022 0.0001 0.0005
Si 0.0036 0.0028 -0.005
Si -0.0074 0.002 0.0072
Si 0.0013 -0.0038 0.0163
Si 0.005 0.0144 -0.0059
Si 0.0044 0.0032 0.0096
Si -0.002 0.0108 0.008
Si 0.0052 0.003 0.0067
Si -0.0032 0.0026 0.0131
Si 0.0074 0.002 -0.0161
Si 0.004 -0.0031 -0.0002
Si -0.0027 0.0043 0.0033
Si 0.0006 -0.0013 0.0015
Si -0.0009 0.0011 -0.0014
Si -0.0082 0.0124 -0.0004
Si 0.0083 0.0076 -0.0024
Si 0.0038 -0.0101 -0.007
Si 0.0025 -0.0043 -0.0193
Si -0.0033 -0.0003 -0.0186
Si -0.0028 -0.0006 -0.0009
Si 0.0069 0.0009 -0.0134
Si -0.008 -0.0093 0.0041
Si -0.0006 0.0003 -0.007
Si 0.0002 -0.001 0.0058
Si 0.0014 0.0011 0.0128
Si -0.0013 -0.0264 0.0103
Si -0.004 0.0011 -0.0168
Si 0.0011 0.0038 -0.0002
Si 0.0032 0.0008 -0.0121
Si -0.0088 0.0056 0.0027
O 0.0027 0.0036 0.007
O 0.0275 -0.0099 -0.0093
O 0.0006 0.0012 0.0064
O -0.0014 0.0038 -0.0026
O -0.0037 -0.005 -0.0035
O 0.0009 0.0058 0.0058
O 0.001 0.0031 -0.0013
O -0.0011 0.0046 -0.0024
O 0.0021 -0.0153 -0.0163
O 0.0022 -0.0062 0.0009
O -0.0041 -0.0011 -0.0189
O -0.0021 -0.0005 0.0004
O -0.0039 -0.0012 0.0073
O 0.0003 -0.0019 0.0065
O 0.0051 0 -0.0037
O -0.0166 0.0145 0.0002
O -0.0008 0.0005 0.0151
O -0.0022 -0.0068 -0.0022
O 0.0024 0.0055 0.0028
O -0.0014 0.0015 0.0048
O -0.0008 -0.0041 0.0085
O 0.0008 0.005 -0.0028
O 0.003 -0.0047 0.0066
O 0.0095 -0.006 -0.0012
O -0.001 0.0043 0.0059
O 0.004 -0.004 0.0082
O 0.0013 0 -0.0013
O -0.0041 -0.0016 0.003
O -0.0061 0.0021 -0.0002
O -0.0027 0.0015 -0.0082
O -0.0001 0.0004 -0.0063
O -0.0036 -0.0026 0.0079
O 0.0008 -0.0006 -0.0083
O 0.0023 -0.0042 -0.003
O 0.0046 0.0066 -0.0042
O -0.0012 0.0006 0.0062
O 0.0055 -0.0119 0.0101
O -0.0001 0.0019 0.0012
O 0.0017 -0.0029 -0.005
O -0.0028 0.0001 -0.0022
O -0.0075 -0.0027 0.0096
O 0.0245 -0.007 0.0076
O -0.0037 0.0019 0.0033
O 0.0018 0.0103 -0.0008
O 0.0052 -0.0007 -0.0055
O -0.0036 0.0034 0.0028
O 0.0027 -0.0043 -0.0004
O -0.0008 -0.0008 0.0049
O 0.0035 0.0064 -0.002
O -0.0206 0.007 -0.0208
O -0.0029 -0.0018 -0.0023
O 0.015 0.0169 0.0268
O -0.0032 -0.0006 0.007
O -0.0039 -0.003 0.0116
O -0.0021 0.0016 0.0046
O -0.0028 -0.0025 0.008
O -0.0034 0.0103 0.001
O 0.0027 0.0003 0.0122
O -0.0002 0.0035 0.0066
O 0.002 -0.0028 -0.001
O -0.0042 0.0023 0.0035
O -0.0009 0.0119 -0.0005
O -0.0003 -0.0017 -0.0015
O -0.0076 -0.0029 -0.0042
O 0.0044 -0.0031 0.0034
O -0.0075 -0.0058 -0.0052
O -0.0026 0.0006 -0.0031
O 0.0014 -0.0053 0.0045
O 0 0.0012 -0.0008
O -0.0047 0.0011 0.0077
O -0.0009 0.0008 0.0081
O -0.0035 -0.0088 0.0053
O 0.0009 -0.0006 -0.0011
O -0.0018 -0.0002 0.0043
O -0.0029 0.0022 -0.003
O -0.0058 0.0003 0.0039
O 0.0036 0.0003 0.0036
O 0.0034 0.0001 0.0018
O -0.0017 0.0061 0.0017
O 0.0031 0.0023 0.0032
O -0.008 -0.0075 0.0049
O 0.0098 -0.0039 0.0043
O 0.0016 -0.0014 0.0032
O -0.0017 0.002 0.0057
O 0.0129 -0.0168 -0.0043
O 0.013 0.0253 -0.0061
O 0.0171 -0.0086 0.0047
O -0.0018 -0.0177 0.0193
O -0.0149 -0.0019 -0.0025
O 0.005 0.0019 0.0067
O -0.031 0.011 -0.0198
O 0.0112 -0.0144 -0.0072
O 0.0087 0.0042 0.0088
O -0.035 0.0204 -0.0038
O -0.0065 0.0028 -0.0043
O -0.021 -0.0047 0.0002

The program warned: the cutoff lies below the one the program advises for these potential files; the forces do not sum to zero within the program's tolerance; the exchange-correlation potential is rough where the density is thin.
